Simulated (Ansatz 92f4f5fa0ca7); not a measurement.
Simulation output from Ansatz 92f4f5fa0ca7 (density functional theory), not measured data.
Periodic cell of 220 atoms, Si132O88, from a study of silicon, its oxide and their interface. The atomic structure is a simulated model.
This geometry differs little from another in the collection (a relaxation step or a small displacement).

Settings
functional: r2SCAN
potential files: Ansatz PAW
basis: plane waves
wave-function cutoff: 800 eV
density cutoff ratio: 5
exchange-correlation grid ratio: 1
k mesh: 1 x 1 x 1, Gamma-centred
self-consistency stop: 5e-08 eV per atom in the density residual
occupations: fixed
spin: none
net charge: 0

Cell vectors (angstrom)
a	10.938	0	0
b	0	10.938	0
c	0	0	32.3297

Atoms and the computed forces on them: element, x, y, z (angstrom), force x, y, z (eV/angstrom)
Si	10.7643	0.4024	25.1246	0.0041	-0.0097	0.0527
Si	5.7139	10.7178	24.7544	-0.0102	-0.0214	-0.0404
Si	2.4957	3.0432	24.9297	-0.0023	-0.0072	-0.0048
Si	8.5327	2.5354	24.8067	-0.0121	0.024	-0.0299
Si	0.2907	5.2652	24.87	0.0027	0.0028	-0.0286
Si	5.3723	5.7172	24.7472	0.0241	-0.0088	0.0029
Si	3.1529	7.9495	24.8661	0.0223	-0.0332	0.0155
Si	7.9592	8.4962	24.7716	0.0156	-0.025	-0.003
Si	1.3832	1.5402	26.3762	-0.0051	-0.0009	0.0081
Si	6.8786	1.3794	26.081	-0.0101	0.0167	0.0281
Si	4.1653	4.1709	26.1289	0.0099	0.0027	0.0102
Si	9.6087	4.1348	26.1701	-0.0017	0.0242	0.0176
Si	1.4581	6.8596	26.1466	-0.0136	0.0078	0.0243
Si	6.8622	6.9001	26.1402	0.0022	-0.0039	0.0026
Si	4.188	9.5885	26.182	-0.0037	0.0093	0.0181
Si	9.5481	9.6154	26.1559	-0.0027	0.0013	0.0071
Si	2.7487	0.0048	27.5411	0.0014	-0.0077	0.0035
Si	8.1814	0.0129	27.5446	0.0018	-0.0211	0.0062
Si	-0.048	2.8168	27.6489	0.0236	0.0052	0.0005
Si	5.4845	2.7311	27.4859	-0.0005	-0.0062	0.006
Si	2.7651	5.4718	27.5502	-0.0002	-0.0003	0.0133
Si	8.2004	5.4913	27.5095	0.0019	-0.0004	0.0046
Si	0.0056	8.2099	27.4957	0.0138	-0.0003	0.005
Si	5.4911	8.2045	27.5718	-0.0064	-0.0075	-0.0058
Si	4.1018	1.3673	28.9115	0.2315	0.0246	-0.1998
Si	9.5708	1.3673	28.9115	-0.2727	-0.0432	0.2798
Si	1.3673	4.1018	28.9115	0.1947	0.5155	0.5291
Si	6.8362	4.1018	28.9115	0.0164	-0.0084	-0.3778
Si	4.1018	6.8362	28.9115	0.0619	0.0599	0.1893
Si	9.5708	6.8362	28.9115	0.1225	0.0359	-0.2919
Si	1.3673	9.5708	28.9115	-0.0251	-0.0387	-0.2351
Si	6.8362	9.5708	28.9115	0.0612	0.0941	0.2471
Si	0	0	30.2787	-0.0028	0.0184	-0.0353
Si	5.469	0	30.2787	0.0482	0.0098	0.0107
Si	2.7345	2.7345	30.2787	-0.019	0.0382	-0.039
Si	8.2035	2.7345	30.2787	0.0163	-0.0623	0.02
Si	0	5.469	30.2787	0.1761	0.0885	0.0391
Si	5.469	5.469	30.2787	-0.0316	0.0285	-0.019
Si	2.7345	8.2035	30.2787	0.0173	-0.0255	-0.0066
Si	8.2035	8.2035	30.2787	0.047	0.0953	-0.0313
Si	1.3673	1.3673	31.646	0.0051	-0.0185	-0.0086
Si	6.8362	1.3673	31.646	-0.0362	0.0182	-0.0115
Si	4.1018	4.1018	31.646	0.0105	-0.021	-0.0081
Si	9.5708	4.1018	31.646	0.0102	0.0153	-0.0399
Si	1.3673	6.8362	31.646	-0.0861	0.0381	-0.001
Si	6.8362	6.8362	31.646	0.0257	-0.0193	-0.0116
Si	4.1018	9.5708	31.646	-0.0482	0.0053	-0.0287
Si	9.5708	9.5708	31.646	0.0081	-0.0424	0.002
Si	2.7345	0	0.6835	0.0132	-0.0201	0.0256
Si	8.2035	0	0.6835	0.005	0.0348	0.0156
Si	0	2.7345	0.6835	-0.0357	0.0343	-0.001
Si	5.469	2.7345	0.6835	0.0257	-0.0305	0.0216
Si	2.7345	5.469	0.6835	-0.0154	0.0273	0.0114
Si	8.2035	5.469	0.6835	0.0451	-0.0394	0.0123
Si	0	8.2035	0.6835	0.0703	-0.0072	0.0307
Si	5.469	8.2035	0.6835	-0.024	0.0476	-0.002
Si	4.1018	1.3673	2.0507	-0.0616	0.0024	0.0205
Si	9.5708	1.3673	2.0507	0.0479	-0.0468	-0.0082
Si	1.3673	4.1018	2.0507	-0.0557	-0.0811	0.0144
Si	6.8362	4.1018	2.0507	-0.0305	0.0499	0.004
Si	4.1018	6.8362	2.0507	-0.019	-0.0342	0.0131
Si	9.5708	6.8362	2.0507	-0.0527	0.0228	0.0089
Si	1.3673	9.5708	2.0507	-0.05	0.012	0.0272
Si	6.8362	9.5708	2.0507	-0.0501	-0.1403	-0.0118
Si	0	0	3.418	-0.0463	0.1993	-0.3834
Si	5.469	0	3.418	-0.0912	-0.0177	0.3553
Si	2.7345	2.7345	3.418	-0.0516	-0.1242	-0.0592
Si	8.2035	2.7345	3.418	-0.1066	-0.0973	0.3176
Si	0	5.469	3.418	-0.0801	-0.2241	0.1651
Si	5.469	5.469	3.418	0.0999	-0.152	-0.1344
Si	2.7345	8.2035	3.418	0.1462	0.0305	0.0653
Si	8.2035	8.2035	3.418	-0.338	-0.2259	-0.5009
Si	1.358	1.3488	4.7802	-0.0037	-0.0045	-0.0152
Si	6.8113	1.3676	4.8395	-0.0038	0.0015	-0.0067
Si	4.1214	4.0698	4.7717	0.0053	0.0026	-0.0034
Si	9.5611	4.0781	4.8263	0.0005	0.0029	-0.0104
Si	1.3837	6.8181	4.7676	-0.0004	-0.0002	-0.0085
Si	6.8407	6.8134	4.7781	-0.0098	0.0056	-0.0079
Si	4.1006	9.5536	4.8313	0	-0.0008	-0.0071
Si	9.5094	9.6012	4.6922	-0.0041	-0.0117	-0.0062
Si	2.6286	-0.0899	6.1873	0.0213	-0.0033	-0.0207
Si	8.1551	-0.0785	6.159	-0.0078	0.0018	-0.0094
Si	-0.0193	2.6729	6.19	-0.0092	0.0037	-0.0176
Si	5.3648	2.6538	6.2487	0.0104	-0.0086	-0.0153
Si	2.773	5.4466	6.123	-0.0046	0.0039	-0.0156
Si	8.1165	5.3891	6.1921	0.0108	-0.014	-0.0256
Si	-0.1211	8.1737	5.9556	0.0098	-0.0016	-0.023
Si	5.472	8.1431	6.1841	-0.006	0.0005	-0.0173
Si	3.698	1.4861	7.5596	0.0043	-0.0123	0.0258
Si	9.7654	1.0067	7.451	-0.0155	0.0109	0.0316
Si	1.6352	3.8542	7.3932	0.0087	0.0161	0.0309
Si	6.4821	4.2753	7.5491	-0.0212	0.001	0.0297
Si	4.3185	6.5794	7.5257	0.0072	0.0108	0.0188
Si	9.3287	7.0372	7.3375	0.0115	0.0118	0.0395
Si	0.943	9.6422	7.3829	0.0087	-0.0168	0.0473
Si	7.0829	9.2193	7.5256	-0.015	0.0147	0.0304
O	1.3785	4.1272	24.3796	-0.0101	0.005	0.0007
O	6.8304	9.5946	24.2663	-0.0127	0.013	0.0128
O	2.6739	2.7106	7.9413	-0.0065	-0.0056	-0.0102
O	8.2481	8.1308	7.8977	0.0125	-0.0091	-0.0127
O	5.4103	5.4401	8.0358	0.0017	-0.0062	-0.0036
O	-0.0676	-0.1158	7.9547	-0.0061	-0.0075	-0.0209
O	4.2194	6.8174	24.3156	-0.0033	0.0306	-0.0151
O	9.6774	1.4146	24.3934	-0.0239	0.0087	-0.0028
O	1.3635	8.6255	8.597	-0.0051	0.0061	-0.0129
O	1.1506	4.6859	8.7163	0.0114	-0.0052	-0.0044
O	8.9572	1.5803	8.7581	0.0106	-0.0141	-0.004
O	6.4989	9.6803	8.9848	0	0.0028	-0.0155
O	4.0659	0.7597	8.9833	0.0069	0.0105	-0.01
O	3.6713	7.3459	8.8292	0.0117	-0.0101	-0.0097
O	7.0956	3.53	8.89	-0.0144	0.006	-0.0154
O	10.1657	6.535	8.6449	-0.0084	0.0151	-0.0205
O	3.1557	2.309	23.636	-0.0073	0.0029	0.0049
O	4.9659	0.3942	23.4155	0.0112	-0.0117	0.0166
O	7.9761	3.2208	23.4181	0.022	-0.0161	0.0116
O	10.5421	5.9394	23.5364	0.0062	-0.0227	0.0104
O	8.5852	7.7431	23.4408	-0.033	0.0181	-0.0002
O	2.6259	8.7292	23.5285	0.0684	-0.0074	0.0016
O	6.1321	5.1403	23.3902	-0.0042	0.011	-0.0068
O	0.9457	10.752	24.1082	-0.0084	0.1048	0.0316
Si	2.5086	8.1493	9.6353	-0.0039	-0.0006	-0.0009
Si	8.1516	5.5279	14.0297	-0.0034	0.0048	0.0002
Si	4.1509	4.4251	15.4785	-0.0052	-0.0093	-0.0056
Si	4.3449	1.7283	22.7138	-0.0022	0.0089	-0.0042
Si	9.3726	1.0806	19.4422	-0.0074	0.0006	0.0011
Si	9.7022	1.1418	16.5732	0.0007	-0.0018	0.0067
Si	1.3074	9.5528	23.1192	-0.0077	-0.0506	-0.0525
Si	9.9891	8.0825	13.6105	-0.0066	0.0024	-0.0025
Si	0.8939	6.4552	11.7877	0.0044	0.0004	0.0043
Si	0.5162	9.8947	15.5751	0.012	-0.0054	0.005
Si	4.5579	1.8618	17.2423	0.0106	0.0082	0.0035
Si	5.6103	8.9898	14.3971	0.0031	-0.0014	-0.0017
Si	7.9553	10.5137	12.8863	0.0009	-0.0004	0.0019
Si	3.7527	0.0331	10.4021	0.0041	0.0049	0.0078
Si	6.3903	9.5749	10.5938	0.0026	-0.0071	0.0132
Si	0.9388	10.6157	20.2897	-0.0093	0.0031	-0.0079
Si	3.339	0.1585	15.0113	-0.0027	-0.0067	-0.0085
Si	2.8706	2.0792	12.5661	0.0041	0.0033	0.0086
Si	5.8833	6.9564	12.2545	-0.0063	-0.0045	0.0013
Si	6.7358	3.8527	22.5751	-0.0059	0.0054	-0.0003
Si	10.6971	4.1098	16.5105	-0.0018	-0.0037	0.0048
Si	8.5087	2.9635	9.4644	0.009	-0.0057	0.0106
Si	3.5698	6.5763	17.6233	0.0056	0.0049	0.0045
Si	7.1746	0.071	17.7438	0.0039	-0.0004	0.0032
Si	5.1094	4.1857	12.6176	0.0032	0.0011	-0.0027
Si	1.7796	4.5753	19.0142	-0.0045	0.006	0.0049
Si	1.4637	4.1917	13.912	0.0079	-0.0031	-0.0046
Si	8.0334	5.4012	17.0834	-0.0021	0.0016	0.0047
Si	8.2193	4.0581	19.7371	0.0133	-0.0001	-0.0005
Si	10.0392	7.3193	22.8484	0.0068	-0.013	-0.0108
Si	10.4489	6.3471	19.9054	0.0049	-0.0036	0.0051
Si	10.696	5.1907	9.3501	0.0044	-0.004	0.0111
Si	0.9254	8.3285	18.2133	-0.004	0.0218	-0.0076
Si	2.9322	1.9221	19.9042	0.0103	0.0102	-0.0046
Si	6.3178	7.9704	17.2355	0.002	0.003	-0.0013
Si	7.9122	2.7733	12.5489	-0.0074	-0.0056	0.0007
O	6.1994	8.1249	15.6289	0.006	-0.0081	-0.0004
O	8.2091	0.4994	16.5542	-0.0017	-0.0027	-0.0157
O	7.1635	6.2918	12.9937	0.0123	-0.0042	0.0016
O	5.1171	4.5829	14.1943	-0.0014	0.0012	0.0119
O	3.4713	1.2236	13.8058	-0.0084	-0.0043	-0.0001
O	6.7348	9.4469	17.7778	0.001	0	0.0028
O	2.1326	3.3268	19.9734	0.0145	-0.02	-0.0063
O	5.1657	10.5414	11.0745	0.0006	0.008	0.0042
O	1.5327	5.5265	12.9718	0.0062	0.0028	0.0031
O	-0.0381	5.4551	10.9198	-0.0097	-0.009	-0.0039
O	5.9207	1.0372	17.469	-0.0104	0.0127	-0.0118
O	9.0112	2.6268	19.8247	-0.0009	0.0071	-0.0005
O	2.7376	3.9683	14.8752	0.01	0.0034	0.0033
O	1.1391	9.2057	19.5407	0.0036	-0.0071	-0.0085
O	1.5467	10.2899	21.7321	0.011	0.01	-0.0377
O	9.2999	6.6933	14.1438	0.0011	-0.0047	0.0007
O	10.5349	0.288	15.4951	0.0104	0.0012	-0.0065
O	10.6345	7.3332	18.6186	0.0018	0.0093	-0.0113
O	3.7107	1.4943	21.2508	-0.0019	-0.0018	-0.0138
O	-0.0287	7.6536	12.3549	0.0047	0.0036	-0.0076
O	7.227	4.1658	21.0399	-0.0052	0.0027	0.0043
O	9.2689	5.2723	19.7962	-0.0049	-0.0055	-0.0005
O	2.2611	7.554	17.677	0.003	0.0027	-0.0086
O	3.1664	5.3478	18.6194	0.0047	-0.0011	0.0019
O	1.8626	0.7725	19.5597	0.0047	0.0035	-0.0037
O	7.6792	10.2437	11.3084	0.0084	-0.0008	-0.0059
O	6.2425	7.9929	11.0402	0.0039	0.0003	-0.0089
O	6.3485	3.1684	12.3892	0.0063	-0.0055	-0.0013
O	6.6957	10.0098	13.7701	0.0041	0.0073	0.0013
O	5.0865	5.6061	11.7892	-0.0032	0.0024	-0.0054
O	0.2755	4.3948	14.9957	-0.0087	0.0022	-0.0046
O	3.009	9.5469	10.2614	-0.0097	-0.0015	0.0023
O	0.0122	8.5988	14.7844	0.018	0.0156	0.0145
O	9.1181	9.4211	13.2561	0.0035	-0.001	-0.0014
O	5.0855	7.8971	13.3158	-0.0115	-0.0036	-0.0036
O	4.7434	3.289	16.4792	-0.0007	-0.0076	0.008
O	7.5549	5.2107	15.5271	-0.0076	-0.0031	-0.0064
O	10.096	7.1761	21.2452	-0.0033	0.009	0.0088
O	1.9275	10.3464	14.975	-0.0012	-0.0096	0.0079
O	0.0748	8.5361	23.2113	-0.0196	-0.0295	-0.0023
O	7.5407	4.3094	18.2414	-0.0063	-0.0057	-0.0018
O	3.5203	0.9519	16.4026	-0.0013	-0.0034	-0.0028
O	3.9814	2.1143	18.7097	0.0011	-0.0144	0.0156
O	0.9504	4.117	17.6509	0.0087	0.0002	-0.0031
O	7.4771	6.8652	17.5451	0.0074	-0.0021	0.0009
O	3.8187	3.3341	12.18	-0.0032	-0.0072	-0.0019
O	5.5457	2.7789	22.528	0.0044	-0.004	-0.0091
O	10.3433	0.264	20.468	0.0064	-0.0033	0.0113
O	4.9117	7.465	17.9237	-0.009	-0.0015	0.0043
O	1.4562	2.8153	12.9933	-0.0071	-0.0059	-0.0044
O	2.8509	1.0425	11.313	-0.0004	-0.0106	-0.008
O	8.5472	4.0374	13.4115	0.0124	-0.0013	-0.0006
O	0.9124	5.5477	19.9733	0.0112	-0.0039	-0.0005
O	4.4242	9.9192	14.9264	-0.0165	0.0174	0.0044
O	7.937	0.3575	19.1593	-0.0005	-0.0014	0.0103
O	0.5284	9.4086	17.1017	0.0026	-0.0223	0.0004
O	9.8457	2.731	16.3223	-0.0032	0.0033	-0.0064
O	8.1482	1.2173	13.1105	0.0048	0.0047	0.0086
O	9.6523	5.2581	16.9753	0.0066	0.0032	-0.0016
O	1.9819	7.1615	10.8095	0.0081	-0.0006	0.0088
O	9.6148	4.0516	9.0705	-0.0002	0.0027	-0.0034
O	8.5147	2.7657	11.0534	0.0038	-0.0009	0.0013
O	10.2505	0.9891	18.0845	0.0118	-0.0019	0.0012
O	3.9193	5.8566	16.2051	-0.0006	0.0097	-0.0034

Results
free energy: -134623.743 eV
free energy less fixed offsets of O -570.45, Si -639.56 eV per atom: -2.223 eV

The program warned: the cutoff lies below the one the program advises for these potential files; the forces do not sum to zero within the program's tolerance; empty levels may hold ghost states of the PAW files; the exchange-correlation potential is rough where the density is thin.
